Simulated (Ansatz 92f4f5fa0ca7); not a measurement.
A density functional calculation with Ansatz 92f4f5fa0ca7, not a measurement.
Periodic cell of 252 atoms, Si144O100N8, from a study of silicon, its oxide and their interface. The atomic structure is a simulated model.

Settings
functional: r2SCAN
potential files: Ansatz norm-conserving
basis: plane waves
wave-function cutoff: 1300 eV
density cutoff ratio: 4
exchange-correlation grid ratio: 1
k mesh: 2 x 2 x 1, shifted by 0.5 0.5 0.5 of a step
self-consistency stop: 5e-08 eV per atom in the density residual
occupations: Fermi-Dirac, 0.05 eV
spin: none
net charge: 0

Cell vectors (angstrom)
a  10.888  0  0
b  0  10.888  0
c  0  0  35.2957

Atoms and the computed forces on them: element, x, y, z (angstrom), force x, y, z (eV/angstrom)
Si  -0.4508  0.5158  -0.0181  -0.0552  0.051  0.0987
Si  2.1824  3.2367  -0.1077  -0.0763  0.0958  0.0997
Si  -0.0818  5.3774  0.265  -0.0085  -0.037  0.081
Si  2.7727  8.0317  0.0017  0.0035  -0.0049  0.0565
Si  5.5314  -0.074  0.2156  0.0108  0.0128  0.0701
Si  8.2581  2.7396  0.3054  -0.0013  0.0255  0.0585
Si  5.9942  4.9172  -0.1036  0.0711  -0.0457  0.0989
Si  8.6476  7.6621  -0.1133  0.0307  -0.0637  0.1194
Si  1.2946  1.4692  1.2636  0.051  -0.0498  0.0285
Si  4.069  4.1126  1.167  0.0148  0.037  0.0396
Si  1.4452  6.7309  1.4163  0.0076  -0.04  -0.0177
Si  4.0141  9.5018  1.3885  0.0176  0.003  0.0072
Si  6.9192  1.2499  1.5156  0.0267  -0.0244  -0.0139
Si  9.4975  4.1108  1.6936  -0.0558  0.0739  0.0442
Si  6.9399  6.6659  1.2432  -0.0327  0.0293  0.023
Si  9.5056  9.5335  1.1966  -0.0319  -0.0049  0.0287
Si  0.0455  2.6964  2.8363  0.0278  -0.0113  0.0375
Si  2.6516  0.0518  2.6607  0.002  -0.0042  -0.0032
Si  0.0403  8.2166  2.6321  -0.0236  0.0189  0.0173
Si  2.8556  5.4197  2.7328  0.0071  0.0165  0.0353
Si  5.3819  2.6849  2.6356  0.0003  0.0442  0.0127
Si  8.2359  -0.1418  2.7965  -0.0341  -0.0155  0.0245
Si  5.5031  8.0931  2.6048  -0.0085  -0.0164  0.0104
Si  8.1178  5.4916  2.8934  -0.0065  -0.0081  0.0181
Si  1.4445  4.0815  4.1055  0.0084  -0.0102  -0.0455
Si  4.0522  1.3613  4.0486  0.0086  -0.0274  0.0103
Si  1.3448  9.5546  4.058  0.0324  -0.0053  0.0134
Si  4.1652  6.8042  4.0696  0.0029  0.0186  0.031
Si  6.7158  4.0499  4.0904  -0.0231  0.0201  -0.0151
Si  9.555  1.2927  4.1301  -0.0101  -0.0187  -0.0382
Si  6.8033  9.4439  4.0826  0.0063  0.0164  0.0242
Si  9.5668  6.8816  4.092  -0.0198  0.0211  -0.0084
Si  0.0041  -0.0331  5.4956  -0.0001  0.028  -0.0036
Si  2.7496  2.7163  5.4808  -0.0018  -0.0084  -0.0061
Si  0.04  5.4612  5.4118  0.0168  -0.0073  0.003
Si  2.7478  8.1716  5.3833  0.0214  0.0113  0.0146
Si  5.4315  -0.0156  5.3912  -0.0235  -0.0053  0.012
Si  8.1315  2.6858  5.4143  0.008  0.0093  -0.0115
Si  5.4413  5.4355  5.4854  -0.0022  -0.0021  0.0104
Si  8.1903  8.1698  5.4904  -0.0103  -0.0063  0.0017
Si  1.3499  1.3633  6.8088  0.0168  -0.029  -0.0005
Si  4.0734  4.1039  6.8469  -0.0171  0.0073  -0.0034
Si  1.3973  6.8055  6.782  -0.0098  0.0024  -0.0031
Si  4.0854  9.5243  6.7706  -0.0036  0.0261  0.0001
Si  6.77  1.3537  6.8005  0.0106  -0.0143  -0.003
Si  9.5218  4.0777  6.7399  -0.017  -0.0024  -0.0057
Si  6.8358  6.7862  6.8201  0.0167  0.0113  -0.0171
Si  9.528  9.5276  6.8737  -0.0012  0.0248  0.0075
Si  -0.0358  2.7276  8.1463  0.0283  -0.019  -0.0066
Si  2.7039  -0.0152  8.1246  0.0041  0.0032  0.007
Si  0.0414  8.133  8.1723  0.0042  0.0046  0.0017
Si  2.7104  5.456  8.2134  0.0247  -0.0146  -0.008
Si  5.4403  2.7587  8.1853  -0.0234  0.0167  0.0168
Si  8.1243  0.0107  8.1884  0.0186  -0.0084  0.0081
Si  5.4549  8.1682  8.1398  0.0036  -0.0071  -0.0067
Si  8.2101  5.433  8.1563  -0.028  0.0272  0.0116
Si  1.2997  4.0867  9.5375  -0.0226  0.0149  -0.0142
Si  4.0072  1.3886  9.4585  -0.0263  0.0094  0.019
Si  1.4076  9.4918  9.5243  0.0141  0.0246  0.0054
Si  4.1077  6.8408  9.5376  -0.0097  0.0029  -0.0295
Si  6.8157  4.1517  9.5401  0.0285  -0.0268  0.0288
Si  9.4894  1.3808  9.5311  -0.0495  0.016  -0.0046
Si  6.7863  9.5075  9.5459  -0.0124  0.0006  -0.0087
Si  9.5711  6.7782  9.5393  0.0631  0.0007  0.0092
Si  -0.0538  -0.0891  10.8019  -0.0157  -0.0403  -0.0066
Si  2.6142  2.6793  10.8719  0.0138  0.0103  -0.0238
Si  0.0334  5.4659  10.9752  -0.0035  0.0021  0.0144
Si  2.8246  8.2155  10.9477  0.0065  -0.0123  -0.0073
Si  5.3529  0.0433  10.7767  0.0502  -0.0128  -0.0096
Si  8.1703  2.8095  10.8978  0.0198  -0.0031  0.0162
Si  5.4902  5.5584  10.9343  -0.0218  0.0413  0.028
Si  8.2015  8.1269  10.8854  -0.0051  0.0463  -0.0084
Si  1.2054  1.2324  12.1925  0.0293  0.0099  0.0282
Si  4.0509  4.0947  12.0866  -0.0251  -0.0209  -0.0159
Si  1.4643  6.8549  12.2952  0.0101  0.0195  -0.0255
Si  4.1515  9.6398  12.335  -0.0023  -0.0311  0.0304
Si  6.7259  1.3859  12.071  -0.021  -0.0578  -0.0378
Si  9.4869  4.1614  12.3465  0.0119  -0.0245  0.0299
Si  6.8556  6.9462  12.4101  0.0036  0.0534  -0.0099
Si  9.5376  9.4782  12.2718  0.0161  0.0054  -0.0302
Si  -0.2692  2.4844  13.5552  -0.0722  0.0208  -0.039
Si  2.5645  -0.0814  13.6406  0.0302  -0.0178  0.02
Si  0.0249  8.0703  13.6798  -0.018  -0.003  0.0949
Si  2.9032  5.4885  13.5611  0.073  0.0918  -0.0151
Si  5.2843  2.666  13.4166  0.029  -0.0058  0.0243
Si  7.8424  -0.1733  13.3917  -0.0264  0.0439  -0.0079
Si  6.1055  8.9777  13.5603  -0.0297  0.0358  -0.0304
Si  6.6457  3.8546  14.8743  -0.0669  0.0233  -0.0466
Si  1.5678  3.1426  14.8835  -0.0064  -0.0545  -0.0942
Si  3.5738  1.6992  14.7143  -0.0574  0.0104  -0.1052
Si  1.2068  9.4836  15.132  0.0571  -0.0286  -0.1474
Si  4.831  6.0215  15.9031  0.058  -0.045  -0.1156
Si  8.09  5.4586  13.8224  -0.0224  0.0152  0.0388
Si  9.8262  0.3853  16.6508  -0.1149  0.1169  -0.1688
Si  5.9795  8.6623  15.8852  0.1201  0.0544  -0.1071
Si  9.4709  6.8899  15.1687  0.0236  -0.0221  -0.2803
Si  -7.1314  20.7976  19.6077  -0.0287  0.0395  -0.3276
Si  -0.7581  2.1445  21.629  0.0627  0.0153  -0.2272
Si  8.1567  14.5787  26.0603  0.0244  0.0071  0.1131
Si  23.1085  17.6208  26.2438  -0.0087  0.0126  0.1693
Si  -2.9191  -0.0102  22.6987  0.0448  0.0624  -0.1175
Si  25.4737  1.2963  17.6435  0.011  -0.0019  -0.2148
Si  -12.5772  15.6438  20.4895  0.0283  0.0471  -0.2737
Si  12.0243  9.3812  25.0183  -0.0004  0.0185  -0.0045
Si  0.2916  -3.9549  20.594  -0.0286  -0.0131  -0.3061
Si  16.8801  20.2918  26.9434  -0.0524  -0.0336  0.1228
Si  1.7524  22.5189  26.7511  0.0332  0.0345  0.1528
Si  9.4753  6.6063  18.1792  -0.0843  0.0859  -0.3382
Si  14.2017  29.9976  17.1371  0.0318  -0.022  -0.2263
Si  -15.674  -1.8992  21.4867  -0.0542  0.0183  -0.2146
Si  18.9268  8.8763  16.9457  -0.0771  0.0364  -0.2002
Si  9.8631  8.3448  23.0066  0.018  -0.0144  -0.1807
Si  12.5111  3.3766  22.9222  0.0102  -0.0374  -0.1339
Si  2.0825  22.9146  21.1684  0.0361  -0.0216  -0.2159
Si  0.911  23.9758  17.7041  -0.092  -0.0496  -0.165
Si  3.1368  15.9094  24.897  -0.0133  -0.0088  -0.0048
Si  10.8297  12.1958  28.9174  0.0313  0.0542  0.2756
Si  6.7799  8.9674  33.2134  -0.0056  -0.0639  0.1992
Si  13.786  25.1602  19.2584  -0.048  -0.0737  -0.2819
Si  -6.183  6.683  33.1444  0.0149  -0.0108  0.1583
Si  -6.938  -9.5365  30.5932  -0.0554  0.0381  0.2479
Si  7.622  6.5132  22.4026  -0.0213  -0.0835  -0.1555
Si  -12.5411  24.7043  31.0213  0.07  -0.0268  0.2741
Si  12.3082  7.6185  29.127  0.0157  -0.0203  0.2601
Si  2.9594  5.6434  21.0172  -0.004  -0.0197  -0.2337
Si  8.7787  23.2843  14.8882  0.0767  -0.0685  0.0457
Si  5.4305  10.0326  24.0565  0.0486  -0.0292  -0.0986
Si  -2.9575  15.6311  28.8466  -0.0112  -0.0741  0.235
Si  -2.5823  21.3712  28.2064  0.0312  0.0566  0.2156
Si  -13.5793  7.5541  27.577  0.0235  -0.0336  0.145
Si  3.543  9.9812  28.6987  -0.0358  -0.0071  0.2262
Si  3.7425  34.0199  33.5307  -0.0067  0.0458  0.1975
Si  2.811  22.4934  24.0038  -0.0215  0.0759  -0.0762
Si  -8.0187  -5.5224  30.8317  0.0052  0.0066  0.2894
Si  0.167  9.7493  30.6308  0.0574  0.0157  0.2701
Si  -3.8098  11.826  25.6215  0.0084  0.0347  0.0455
Si  1.4507  20.9297  33.375  -0.0431  0.0104  0.2183
Si  12.1134  13.6621  31.1875  -0.0442  0.0339  0.242
Si  15.7404  17.8145  23.083  -0.0064  -0.0277  -0.1074
Si  15.8137  25.4892  29.0196  -0.072  0.0216  0.2601
Si  20.3373  6.1925  24.9703  -0.0242  0.0051  -0.011
Si  27.0207  14.1671  26.0924  -0.047  -0.0136  0.1179
Si  8.1451  10.8479  31.0829  0.0078  0.0061  0.2874
Si  21.4597  -7.9085  33.6227  0.0638  -0.0833  0.2938
O  6.3482  -6.4336  28.9694  0.0266  -0.0017  -0.0804
N  -1.3273  1.9514  34.6544  0.0145  0.0135  -0.1504
O  7.1833  -0.7635  32.1618  0.06  0.0675  -0.1823
O  -2.359  15.0081  30.2079  -0.0675  0.0911  -0.1638
O  5.631  5.4707  33.6936  -0.0116  0.0417  -0.1036
O  -7.8714  13.6482  33.8507  0.0357  -0.0749  -0.1245
O  -10.7241  17.0997  25.2483  -0.0028  -0.0142  -0.0265
O  6.6845  -13.8132  27.1718  -0.0239  0.0103  -0.0449
O  12.1368  20.5925  31.8271  -0.0484  -0.018  -0.222
O  19.0806  6.3425  28.6727  0.0002  0.064  -0.0775
O  9.5953  10.1294  31.1878  -0.003  0.0033  -0.0872
O  10.9711  10.6855  33.9147  0.0748  -0.0252  -0.118
N  -1.9274  17.8205  23.4553  0.0204  0.0384  0.0731
O  8.896  8.946  28.094  -0.0052  -0.021  -0.0453
N  7.1963  10.6722  26.9133  0.0082  0.0292  -0.0416
O  15.1448  12.0668  16.1413  0.0332  -0.0136  0.1393
O  3.0574  8.7827  18.6431  -0.0064  0.0229  0.1774
O  -8.3137  19.5992  28.8539  0.0279  0.0159  -0.0759
O  0.0255  3.1132  22.6912  0.008  0.0128  0.0815
O  2.021  8.5476  16.2126  0.0262  -0.0135  0.0738
O  -0.147  8.7738  24.2839  0.0062  -0.0032  0.0308
O  1.3119  3.3144  18.8198  0.0659  0.0765  0.1341
O  -4.2813  4.1437  26.0334  0.0014  0.0188  -0.0328
O  5.0196  9.1559  20.2928  0.1101  -0.06  0.1699
O  4.5496  -12.6845  16.5303  -0.0323  -0.0156  0.0809
O  8.9229  1.2628  22.302  -0.0539  -0.0491  0.0797
O  8.7349  8.3098  15.5652  -0.0806  0.0621  0.0764
O  13.5896  10.573  20.6977  -0.0409  0.0451  0.1226
O  10.5387  5.5063  21.0063  0.0064  -0.0071  0.114
O  3.3995  15.7388  19.668  -0.0116  0.0818  0.1407
O  1.8893  15.0613  24.2889  0.0107  0.0184  0.0571
O  4.3385  0.2169  18.6546  0.0083  -0.0775  0.1552
O  -20.8674  3.0614  16.3552  0.0238  0.0083  0.1532
O  -16.9239  1.1383  34.6617  -0.0216  -0.0179  -0.0758
O  -0.9605  17.1552  16.637  0.0064  -0.0076  0.2448
O  28.9613  7.7527  21.38  0.0145  -0.0223  0.0872
O  -5.9211  24.0265  29.7222  0.0439  0.0399  -0.1126
O  25.661  13.7443  18.0796  -0.0252  0.0354  0.0911
O  -13.7863  16.1307  21.458  -0.0513  0.0465  0.1129
O  10.6915  7.2374  19.0674  0.0872  -0.0138  0.2004
O  13.8619  2.2139  20.3563  -0.0183  -0.0464  0.1332
O  12.904  -0.7085  23.9305  0.0045  -0.0258  0.0212
O  7.7107  24.4693  15.425  0.081  -0.0847  -0.019
O  10.7116  18.9524  21.649  -0.0418  0.0411  0.1779
O  5.1778  9.474  25.5545  -0.0114  -0.0071  -0.0024
O  4.4677  3.4599  27.495  0.0247  -0.0066  -0.1431
O  17.7536  -0.4584  21.5653  -0.0069  0.0002  0.0731
O  5.558  15.4365  15.9635  -0.0422  0.0307  0.0807
O  6.2909  6.1733  23.2742  0.0033  0.0019  0.0468
N  5.2719  8.6596  22.9902  -0.0252  -0.021  0.0292
O  11.0599  10.449  15.9623  -0.0234  0.0535  0.0433
O  1.9721  26.4848  14.6568  -0.083  0.0012  -0.0007
O  2.0781  1.0569  17.662  0.0093  -0.0053  0.0476
O  8.9628  4.6368  25.0286  0.0003  0.0042  -0.0312
O  8.239  2.1018  25.6611  0.0018  -0.0428  -0.0212
O  -20.0313  -2.179  34.2296  -0.0124  0.0368  -0.0716
O  -8.9991  17.6864  20.6704  0.0289  -0.0193  0.0926
O  19.5152  14.839  27.598  0.0039  -0.0294  -0.1271
O  -5.2437  18.8188  32.6532  0.0191  -0.0007  -0.0735
O  24.2532  1.4004  25.4517  0.0077  -0.0106  -0.0283
O  26.0091  17.3016  21.6522  0.04  0.0248  0.091
O  13.1569  15.3328  21.8671  -0.0209  -0.0081  0.1093
O  20.2984  3.1534  20.5649  0.0051  -0.041  0.0989
O  0.8331  6.9824  27.7599  -0.0045  -0.0344  -0.158
O  -5.9202  20.3975  28.1606  0.0419  -0.0134  -0.1162
O  0.7574  13.0844  32.6585  0.0219  -0.0126  -0.1579
O  7.5081  21.4503  29.6261  -0.0112  -0.0316  -0.1964
O  19.8374  16.1609  18.9542  -0.0027  -0.0833  0.1935
O  3.8455  32.4902  30.1079  -0.0026  -0.0679  -0.1143
O  -2.1002  21.1369  17.3733  0.0021  -0.0216  0.1358
O  3.7627  17.5198  17.0125  -0.0663  0.0062  0.0811
O  16.9876  7.0174  15.9717  -0.017  -0.0445  0.0798
N  -0.1766  13.384  30.1872  -0.002  -0.0701  -0.2217
N  -10.2024  4.0853  34.5904  -0.0632  0.0309  -0.1363
O  -0.4825  23.1669  17.8084  0.0806  0.0509  0.1864
O  -1.4792  0.7901  28.301  -0.0802  -0.0432  -0.1005
O  -5.2317  1.7376  25.8281  0.0298  -0.0012  -0.007
O  12.8095  19.0224  25.6715  -0.0054  0.0048  -0.0331
O  -1.092  17.3955  34.8529  -0.0165  0.0561  -0.0849
N  2.2937  23.539  22.7769  0.0075  0.0197  0.1177
O  8.9602  -12.1524  22.7325  0.0248  -0.0181  0.0381
O  0.8733  23.5403  27.6591  0.0419  -0.0377  -0.116
O  13.3319  23.7201  30.5591  0.0404  -0.0387  -0.1052
O  26.0609  25.6794  24.9777  0.0042  0.0012  -0.0324
O  11.3316  23.0145  20.9269  -0.0303  0.0026  0.0854
O  11.5203  10.8635  29.5542  0.0028  0.0223  -0.1256
O  9.579  14.4957  32.4856  -0.0362  0.0066  -0.22
O  4.0806  27.987  14.4608  0.0213  0.0487  0.0413
O  13.4231  5.6468  26.2625  0.0008  -0.0058  -0.0188
O  3.7259  16.9948  31.9982  -0.0516  -0.0463  -0.1716
O  4.4823  12.297  32.1125  0.025  -0.0286  -0.1998
O  2.0384  17.3537  30.0377  -0.0495  0.0811  -0.1395
O  -9.1205  15.1847  31.3809  0.0207  0.0087  -0.0808
O  7.1307  14.6341  34.8943  -0.072  0.0155  -0.0862
O  11.6611  21.3307  26.2002  -0.0253  -0.0346  -0.0286
O  25.6611  4.6309  29.8251  0.0782  -0.0657  -0.1414
O  14.6585  17.2182  24.1352  -0.0162  -0.0075  0.0471
O  -7.951  11.0452  27.6601  -0.0299  0.0142  -0.1035
N  17.8636  21.8369  24.1172  -0.0321  0.0338  0.0189
O  3.8345  -3.7271  34.4227  0.0402  -0.0555  -0.0605
O  -2.0285  -3.8678  26.2202  0.0146  -0.0323  -0.0378
O  2.7129  0.1234  33.5872  0.0161  -0.0065  -0.0554
O  8.3307  34.2431  31.263  -0.0166  -0.0446  -0.0954
O  -6.544  32.9637  23.7262  -0.0147  -0.0048  0.0344
O  19.1905  18.6261  18.084  0.0571  -0.0754  0.1582
O  11.0831  -2.5836  29.9253  0.0165  -0.0492  -0.1019
O  18.9683  8.1283  33.7134  -0.0613  0.0276  -0.1345
O  -4.6691  20.6159  34.5186  0.062  -0.0422  -0.0967

Results
free energy: -65709.450 eV
free energy less fixed offsets of N -289.75, O -463.61, Si -117.95 eV per atom: -45.650 eV
pressure: -0.96 GPa
stress xx, yy, zz, yz, xz, xy (GPa, positive in tension): 0.99, 1.98, -0.08, 0.41, -0.3, 0.31
